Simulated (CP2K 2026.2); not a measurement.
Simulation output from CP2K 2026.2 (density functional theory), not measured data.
Periodic cell of 504 atoms, Si360O144, from a study of silicon, its oxide and their interface. The atomic structure is a simulated model.
Doubt: the forces sum to 2.36 eV/angstrom along one axis rather than to zero, so they err by at least 0.0047 eV/angstrom per atom on average; the grid cutoff is modest.

Settings
functional: PBE
method: Gaussian and plane waves
basis set: DZVP-MOLOPT-SR-GTH
pseudopotentials: GTH-PBE
grid cutoff: 300 Ry, relative cutoff 40 Ry
k points: Gamma only
occupations: fixed
spin: none
net charge: 0

Cell vectors (angstrom)
a 16.32 0 0
b 0 16.32 0
c 0.5858 4.4786 33.5344

Atoms and the computed forces on them: element, x, y, z (angstrom), force x, y, z (eV/angstrom)
Si 1.625 -1.576 -0.127 -0.162 0.175 0.766
Si 4.333 1.224 0.128 -0.258 0.056 0.709
Si 1.053 4.382 0.189 0.053 -0.131 0.8
Si 4.169 6.484 0.087 0 0.292 0.703
Si 1.087 -6.605 0.111 0.19 -0.069 0.773
Si 3.836 -3.805 -0.058 0.151 -0.106 0.708
Si 6.632 -0.861 0.211 0.026 -0.294 0.69
Si 9.721 1.087 0.147 -0.053 0.211 0.699
Si 6.399 4.267 0.015 0.286 -0.015 0.712
Si 9.279 7.022 0.003 0.046 -0.049 0.675
Si 7.104 9.295 -0.148 -0.194 0.101 0.652
Si -6.38 -4.449 0.263 -0.186 0.091 0.816
Si -4.377 -1.174 0.057 0.221 -0.14 0.712
Si -1.475 1.499 0.121 0.168 -0.192 0.743
Si -3.724 3.708 -0.04 -0.293 0.234 0.74
Si -1.202 6.554 0.004 -0.163 0.205 0.754
Si -4.161 -6.65 0.191 0.113 -0.236 0.738
Si -1.053 -4.335 0.071 -0.139 0.101 0.763
Si 2.726 -0.02 1.295 0.013 -0.023 -0.048
Si 5.411 2.76 1.498 0.004 -0.005 -0.053
Si 2.663 5.437 1.516 0.005 0 -0.039
Si 5.439 8.172 1.168 0.022 -0.03 -0.025
Si 2.722 -5.396 1.301 -0.018 0.031 -0.05
Si 5.444 -2.641 1.255 0.038 -0.002 -0.077
Si 8.178 0.112 1.602 0.007 0.005 -0.042
Si -5.398 2.716 1.303 0.024 -0.005 -0.067
Si 8.086 5.426 1.244 -0.016 0.016 -0.061
Si -5.454 8.114 1.377 -0.012 0.011 -0.056
Si 8.183 10.797 1.342 -0.018 -0.011 -0.046
Si -5.392 -2.736 1.487 -0.015 0.019 -0.062
Si -2.717 -0.071 1.331 0 0.039 -0.052
Si -0.018 2.736 1.458 -0.023 0.003 -0.052
Si -2.729 5.369 1.322 -0.003 -0.008 -0.074
Si -0.079 8.145 1.378 0.007 -0.013 -0.033
Si -2.644 -5.415 1.444 0.002 -0.001 -0.042
Si 0.081 -2.706 1.299 0.041 -0.003 -0.068
Si 1.385 1.336 2.7 0.02 0 0.006
Si 4.011 4.059 2.837 0 0.001 0.028
Si 1.326 6.862 2.776 -0.016 0.014 0.04
Si 4.109 9.531 2.6 -0.006 -0.015 -0.01
Si 1.391 -4.065 2.722 -0.003 0.008 0.038
Si 4.089 -1.352 2.709 -0.025 0.015 0.019
Si 6.809 1.477 2.876 -0.009 -0.004 0.039
Si 9.514 4.099 2.617 -0.02 -0.01 -0.005
Si 6.756 6.808 2.64 0.013 0.014 0.027
Si 9.528 9.483 2.761 0.005 -0.019 0.04
Si 6.794 12.25 2.603 0.007 0.011 0.025
Si -6.815 -1.398 2.811 0.017 0.002 0.023
Si -4.067 1.335 2.707 0.012 -0.002 0.031
Si -1.395 4.079 2.791 -0.008 0.005 0.029
Si -4.091 6.735 2.687 0.024 0.026 0.008
Si -1.37 -6.83 2.79 -0.008 0.001 0.039
Si -3.994 -4.056 2.808 0 -0.017 0.038
Si -1.327 -1.397 2.677 0.003 0.003 -0.004
Si 0.005 -0.012 4.051 -0.007 -0.007 -0.01
Si 2.687 2.668 4.143 0.005 -0.002 0.006
Si -0.017 5.457 4.114 -0.004 -0.019 -0.021
Si 2.747 8.217 4.051 0.004 0.011 -0.004
Si 0.027 -5.44 4.086 0.005 0.026 -0.012
Si 2.74 -2.709 4.089 -0.003 -0.009 -0.021
Si 5.426 0.016 4.102 0 -0.009 -0.018
Si 8.215 2.814 4.129 0.003 0.017 0.026
Si 5.424 5.473 4.076 0.024 0.008 -0.014
Si 8.134 8.122 4.067 -0.013 -0.011 -0.018
Si 5.448 10.889 3.995 0.011 0.001 0
Si 8.12 -2.768 4.081 -0.009 -0.013 0.007
Si -5.426 -0.002 4.099 0.01 0.014 -0.016
Si -2.744 2.694 4.112 -0.011 -0.005 -0.007
Si -5.465 5.415 4.05 0.003 -0.019 0.002
Si -2.755 8.116 4.085 -0.005 0 -0.007
Si -5.422 -5.445 4.089 -0.016 0.01 -0.014
Si -2.646 -2.705 4.13 -0.002 0.002 0.02
Si 1.355 -1.384 16.293 -0.004 -0.004 -0.012
Si 4.096 1.335 16.306 -0.009 0.008 -0.009
Si 1.355 4.048 16.249 -0.021 -0.005 -0.012
Si 4.126 6.837 16.288 0.003 0.028 -0.004
Si 1.363 -6.781 16.279 0.007 -0.001 -0.005
Si 4.109 -4.063 16.296 0.01 -0.01 -0.015
Si 6.815 -1.356 16.385 0.002 0.008 -0.007
Si -6.811 1.384 16.364 0.001 -0.007 -0.006
Si 6.843 4.095 16.334 -0.005 0.009 -0.003
Si -6.781 6.804 16.332 0.004 0.005 -0.009
Si 6.81 9.531 16.321 0.004 0.002 -0.012
Si -6.802 -4.072 16.385 0.003 0.004 -0.002
Si -4.079 -1.37 16.349 -0.001 0 -0.009
Si -1.382 1.313 16.288 0.009 -0.013 -0.011
Si -4.138 4.079 16.31 -0.003 -0.004 -0.009
Si -1.383 6.817 16.26 -0.007 -0.012 -0.016
Si -4.107 9.514 16.348 0.003 -0.023 -0.005
Si -1.371 -4.078 16.31 0.006 0.006 -0.004
Si 2.738 -0.055 17.648 -0.002 -0.012 -0.009
Si 5.471 2.705 17.634 0.015 -0.018 0.006
Si 2.697 5.475 17.532 0.008 -0.006 -0.022
Si 5.494 8.167 17.706 -0.013 -0.011 0.02
Si 2.772 -5.451 17.617 -0.001 -0.011 0.002
Si 5.422 -2.718 17.726 -0.025 0.005 -0.015
Si 8.176 0.023 17.748 -0.011 0.002 0.013
Si -5.461 2.737 17.75 0.009 0.025 -0.007
Si 8.216 5.451 17.72 0.001 0.002 -0.015
Si -5.471 8.164 17.742 0.007 -0.001 0.017
Si 8.135 10.875 17.726 0.005 -0.015 -0.017
Si -5.426 -2.708 17.74 -0.02 0.002 -0.003
Si -2.717 -0.02 17.715 0.02 -0.002 0.004
Si 0.021 2.642 17.593 0.016 -0.006 0.011
Si -2.801 5.505 17.591 -0.01 0.03 0.004
Si -0.021 -8.143 17.604 0.001 0.007 0.001
Si -2.722 -5.446 17.669 -0.019 -0.001 -0.01
Si -0.022 -2.71 17.668 -0.001 0.001 0.016
Si 1.357 1.25 18.992 -0.029 0.012 -0.022
Si 4.058 4.125 18.831 -0.009 -0.015 -0.023
Si 1.357 6.813 18.905 0.01 0.007 -0.029
Si 4.088 -6.808 19.034 -0.004 0.009 -0.042
Si 1.405 -4.084 18.923 0.016 0.004 -0.037
Si 4.062 -1.36 19.108 -0.004 0.025 0.007
Si 6.781 1.382 19.095 0.01 -0.009 -0.031
Si -6.775 4.125 19.16 0.003 0.013 0.018
Si 6.904 6.837 19.086 0.007 0.041 -0.033
Si -6.86 9.514 19.121 -0.004 -0.032 -0.025
Si 6.747 -4.107 19.079 -0.001 -0.013 -0.009
Si 9.571 -1.314 19.123 0.014 0.035 -0.036
Si -4.08 1.351 19.071 -0.018 -0.035 -0.008
Si -1.404 4.076 18.758 0 -0.006 -0.059
Si -4.083 6.826 19.106 0.014 -0.016 -0.035
Si -1.368 -6.823 19.003 -0.014 -0.028 -0.014
Si -4.06 -4.11 19.061 0.002 0.005 -0.024
Si -1.36 -1.374 19.105 0.005 -0.003 -0.003
Si 0.039 -0.059 20.502 0.017 -0.011 0.044
Si 2.723 2.755 20.142 -0.007 -0.009 0.029
Si -0.087 5.431 20.071 -0.008 0.018 0.047
Si 2.705 8.084 20.329 0.016 0.009 0.043
Si 0.109 -5.512 20.226 0.006 0.001 0.043
Si 2.667 -2.757 20.401 -0.004 -0.011 0.073
Si 5.37 0.042 20.493 -0.011 0.014 0.054
Si 8.142 2.77 20.481 -0.027 -0.004 0.054
Si 5.416 5.429 20.199 0.009 0.003 0.027
Si 8.187 8.18 20.629 0.004 -0.013 0.045
Si 5.399 -5.446 20.482 -0.017 -0.034 0.077
Si 8.103 -2.711 20.362 0.01 0.022 0.052
Si -5.338 0.037 20.574 0.017 -0.01 0.029
Si -2.663 2.791 20.221 -0.009 -0.003 0.086
Si -5.393 5.464 20.566 0.015 0.027 0.074
Si -2.705 -8.094 20.464 -0.03 0.001 0.051
Si -5.46 -5.443 20.413 0.001 -0.022 0.046
Si -2.681 -2.812 20.459 0.039 -0.002 0.026
Si 1.099 -1.753 21.836 0.164 0.337 -0.711
Si 4.192 1.757 21.627 -0.028 -0.246 -0.636
Si 1.107 3.913 21.315 0.101 0.03 -0.75
Si 4.302 6.917 21.578 -0.274 -0.142 -0.723
Si 1.559 -6.695 21.646 -0.165 -0.209 -0.713
Si 3.7 -4.378 21.726 0.259 0.148 -0.746
Si 7.018 -1.125 21.701 -0.333 -0.2 -0.644
Si -7.033 1.169 21.778 0.334 0.305 -0.619
Si 6.447 3.946 21.634 0.239 0.023 -0.645
Si -6.435 7.117 21.939 -0.205 -0.214 -0.736
Si 6.438 -7.06 21.853 0.348 0.239 -0.666
Si 9.686 -3.835 21.646 -0.212 -0.287 -0.68
Si -4.239 -1.689 21.823 0.312 0.373 -0.596
Si -1.076 1.732 21.53 -0.039 -0.273 -0.745
Si -3.669 4.289 21.704 -0.325 -0.062 -0.745
Si -1.502 6.532 21.547 0.05 0.236 -0.753
Si -4.265 -6.895 21.815 0.206 0.103 -0.719
Si -1.019 -4.058 21.596 -0.262 0.021 -0.697
Si -0.079 -6.486 -6.071 0.061 0.055 -0.147
Si 5.935 -2.975 -4.331 0.081 -0.201 0.133
Si 7.997 6.44 -3.988 -0.022 -0.03 0.013
Si 5.996 -6.478 24.87 -0.067 -0.014 -0.206
Si 4.127 3.763 25.627 0.1 -0.062 -0.117
Si 2.703 1.153 -5.936 -0.088 0.051 0.073
Si -4.083 -2.165 -2.941 -0.115 0.009 0.174
Si 2.544 5.536 23.642 0.019 0.08 -0.084
Si 7.466 6.556 -6.858 -0.094 0.119 0.063
Si -4.017 -2.979 -7.209 0.035 0.031 -0.006
Si 7.377 -1.305 24.638 -0.016 -0.014 -0.158
Si 3.484 0.97 24.494 -0.024 0.126 -0.114
Si -4.722 -5.696 -6.158 0.007 0.029 -0.151
Si 3.321 -4.063 -5.196 0.052 -0.081 0.013
Si 7.369 -2.32 -2.139 0.034 0.056 0.027
Si 2.561 8.005 -2.099 0.021 -0.031 0.043
Si -7.776 1.664 24.579 0.067 -0.06 -0.076
Si -2.441 -6.363 -4.369 0.073 -0.044 0.004
Si -4.998 1.433 -7.002 0.02 0.053 -0.089
Si 1.985 -5.85 26.277 0.032 -0.021 -0.014
Si -4.566 3.701 -3.052 0.085 -0.018 0.092
Si -0.87 -6.952 25.996 0.025 -0.001 -0.057
Si 1.105 -0.761 24.692 0.104 -0.032 -0.097
Si 0.375 0.398 -2.223 0.058 0.002 0.102
Si -7.318 -5.595 -4.98 0.013 0.012 0.162
Si -4.525 3.777 24.604 0.122 0.113 -0.037
Si -1.385 -1.873 -6.716 -0.015 0.096 -0.005
Si -2.537 -5.317 23.918 -0.085 -0.076 -0.077
Si -7.84 -2.648 -5.985 -0.148 0.076 0.069
Si -3.873 -2.575 24.638 -0.037 0.132 -0.133
Si -2.692 2.989 -5.493 -0.052 -0.187 -0.002
Si -1.312 1.095 24.422 0.102 0.169 0.014
Si -6.59 -3.84 -2.732 0.01 -0.086 0.055
Si -6.978 1.747 -2.813 0.032 0.061 0.104
Si 3.409 3.722 -7.197 0.067 0.007 0.096
Si 0.406 7.69 23.809 0.082 0.016 -0.171
Si -6.76 5.716 24.752 0.109 0.115 0.043
Si 4.185 3.152 -4.378 0.083 -0.065 -0.082
Si -1.556 -3.699 -2.906 -0.002 0.015 0.128
Si -5.696 6.379 -2.719 0.034 0.002 0.091
Si 6.982 4.33 24.499 0.017 0.043 -0.012
Si 3.783 -6.712 -4.169 -0.074 -0.064 0.069
Si 0.471 -3.71 -4.961 -0.083 0.052 0.008
Si 7.006 3.666 -2.947 -0.093 0.035 0.038
Si -6.854 -3.644 24.586 -0.136 -0.018 -0.153
Si -2.988 7.975 -2.181 0.005 -0.035 0.178
Si -0.377 0.715 -5.183 0.013 0.099 0.076
Si 1.657 7.705 -4.892 0.054 0.015 0.136
Si 4.745 -1.271 25.753 0.065 0.075 -0.04
Si 2.54 2.672 -2 0.014 -0.133 0.102
Si 3.919 -4.089 24.752 0.035 -0.091 -0.114
Si 6.002 -4.779 -1.951 0.031 -0.016 -0.078
Si -5.99 -0.431 -4.609 -0.077 0.036 0.019
Si 6.584 -7.638 -5.053 0.015 -0.209 0.006
Si 1.362 -1.36 5.439 0.005 0.01 -0.008
Si 4.074 1.345 5.486 0 -0.003 0.013
Si 1.336 4.074 5.457 -0.008 0 0.005
Si 4.073 6.832 5.429 -0.01 -0.008 0.002
Si 1.392 9.542 5.445 -0.002 0 0.004
Si 4.101 12.229 5.413 0.009 -0.003 0.008
Si 6.787 -1.37 5.433 0.005 -0.004 0.016
Si 9.538 1.377 5.449 0.002 -0.005 0.006
Si 6.807 4.14 5.455 -0.001 0.002 0.015
Si 9.507 6.781 5.428 0.006 0.009 0.008
Si 6.789 9.526 5.398 -0.009 0.009 -0.005
Si 9.514 -4.097 5.434 0.015 0.002 0.009
Si -4.051 -1.351 5.452 0.003 -0.004 0.01
Si -1.351 1.344 5.438 0.003 0.002 0.005
Si -4.111 4.065 5.441 -0.006 0.002 0.007
Si -1.38 6.798 5.466 0.005 0.011 0.007
Si -4.088 -6.822 5.446 -0.002 -0.005 0.013
Si -1.321 -4.092 5.469 0.003 -0.018 0.015
Si 2.709 -0.011 6.826 0.004 0 0.003
Si 5.451 2.736 6.795 0.009 0.001 -0.002
Si 2.719 5.447 6.785 0.002 0.002 -0.002
Si 5.436 8.182 6.79 0.003 0.001 -0.006
Si 2.743 10.894 6.806 -0.006 0 -0.002
Si 5.44 -2.73 6.798 0.001 -0.002 -0.006
Si 8.161 0 6.78 -0.003 0.002 0.003
Si 10.88 2.718 6.831 0 0.004 0.003
Si 8.161 5.46 6.832 -0.008 -0.002 -0.004
Si 10.865 -8.174 6.797 -0.012 0.001 0
Si 8.154 -5.456 6.786 0.005 0.001 0
Si -5.437 -2.722 6.782 -0.008 -0.004 0.003
Si -2.705 0 6.819 0.003 0.007 0.001
Si -0.013 2.714 6.815 0.002 -0.002 -0.002
Si -2.741 5.428 6.805 -0.008 -0.002 0.001
Si 0.01 8.167 6.79 0.004 0.004 -0.004
Si -2.714 -5.455 6.796 0.007 0.01 -0.002
Si 0.022 -2.72 6.821 -0.007 -0.009 -0.001
Si 1.355 1.362 8.174 -0.006 -0.003 -0.004
Si 4.081 4.09 8.152 0.006 0.014 -0.006
Si 1.36 6.8 8.154 -0.004 -0.004 -0.006
Si 4.086 9.526 8.168 0.006 0.008 -0.002
Si 1.38 -4.079 8.173 0.013 0.01 0.003
Si 4.082 -1.372 8.165 -0.013 -0.01 0.003
Si 6.805 1.361 8.149 -0.003 0.002 -0.005
Si 9.514 4.08 8.177 -0.004 -0.005 -0.003
Si 6.794 6.826 8.165 0.013 0.006 0.001
Si 9.512 -6.806 8.154 -0.007 -0.007 0.004
Si 6.808 -4.085 8.153 -0.009 0 -0.005
Si -6.796 -1.359 8.144 0.01 0.005 -0.006
Si -4.071 1.358 8.176 0.003 0.006 -0.001
Si -1.375 4.075 8.168 -0.003 -0.011 -0.001
Si -4.09 6.795 8.163 -0.004 -0.007 -0.009
Si -1.352 -6.804 8.159 0.006 0.005 -0.005
Si -4.08 -4.085 8.146 -0.004 -0.007 -0.007
Si -1.352 -1.365 8.173 0.001 0.003 -0.007
Si 0 -0.001 9.533 0 0.003 0.001
Si 2.724 2.726 9.519 -0.001 -0.005 -0.004
Si -0.002 5.44 9.516 0.003 0.003 -0.009
Si 2.721 8.158 9.517 -0.001 -0.004 -0.007
Si 0.004 -5.442 9.518 -0.008 0.001 -0.008
Si 2.731 -2.722 9.534 0.003 -0.003 0.001
Si 5.447 0 9.512 -0.001 0.002 -0.005
Si 8.158 2.712 9.525 0.007 0 0
Si 5.437 5.449 9.515 0 -0.009 -0.005
Si 8.157 -8.149 9.528 -0.006 0.004 0.004
Si 5.451 -5.436 9.522 -0.006 -0.005 0.003
Si -8.154 -2.719 9.51 0.005 -0.004 -0.002
Si -5.441 -0.008 9.518 0 0.004 0.004
Si -2.721 2.718 9.537 -0.003 0.006 0.002
Si -5.445 5.441 9.529 0.001 -0.002 0
Si -2.72 8.157 9.516 0.003 0.003 -0.007
Si -5.443 -5.439 9.508 0.001 0.006 -0.004
Si -2.727 -2.725 9.516 0.005 0.002 -0.005
Si 1.366 -1.36 10.882 -0.001 -0.007 0
Si 4.088 1.361 10.874 0 0.004 0.001
Si 1.36 4.082 10.881 -0.004 -0.002 -0.003
Si 4.083 6.804 10.882 0 0.003 -0.001
Si 1.36 9.515 10.877 0.005 0.002 0.001
Si 4.095 -4.079 10.884 -0.005 0.005 -0.002
Si 6.81 -1.357 10.876 -0.006 0.004 0.004
Si 9.52 1.351 10.882 0.002 0.002 0.003
Si 6.797 4.081 10.871 -0.003 0.001 -0.005
Si 9.517 -9.513 10.88 -0.007 -0.001 -0.001
Si 6.807 -6.789 10.89 0.005 0.004 0.003
Si -6.795 -4.075 10.876 0.003 -0.004 0.003
Si -4.087 -1.367 10.884 -0.006 0.001 0.002
Si -1.365 1.354 10.891 0.003 0.004 -0.002
Si -4.088 4.078 10.885 0.006 -0.003 -0.002
Si -1.361 6.799 10.879 0.001 -0.016 0.002
Si -4.084 9.521 10.871 0.004 0.001 0.001
Si -1.365 -4.083 10.87 0.004 0.002 -0.001
Si 2.733 -0.003 12.235 -0.006 0.003 0.005
Si 5.452 2.715 12.239 -0.001 0.004 -0.005
Si 2.727 5.438 12.241 -0.001 0 -0.001
Si 5.447 8.165 12.24 -0.001 0.001 0.01
Si 2.725 10.88 12.225 0.006 -0.001 0.001
Si 5.457 -2.719 12.24 -0.006 -0.008 0.006
Si 8.168 -0.006 12.253 0.007 0.002 0.004
Si 10.876 2.713 12.24 -0.001 0.009 0.001
Si 8.155 5.443 12.226 -0.003 -0.009 0
Si 10.874 -8.15 12.238 0 -0.005 0.007
Si 8.172 -5.43 12.245 -0.004 0.007 0.005
Si -5.448 -2.717 12.256 -0.001 -0.004 0.005
Si -2.732 -0.004 12.245 0.01 0.003 0.009
Si -0.002 2.717 12.239 -0.001 -0.004 0.001
Si -2.728 5.441 12.234 -0.006 -0.006 0
Si -0.002 8.16 12.242 -0.003 0.004 0.004
Si -2.732 -5.432 12.232 0.006 0.003 0
Si -0.005 -2.724 12.224 0.002 0.002 0
Si 1.364 1.35 13.586 -0.004 0.006 0.004
Si 4.103 4.081 13.596 0 -0.013 0.004
Si 1.365 6.797 13.597 0.004 -0.006 0.012
Si 4.091 9.538 13.588 -0.013 0.007 0.004
Si 1.362 -4.08 13.575 -0.004 0.001 -0.006
Si 4.095 -1.362 13.597 0.004 -0.003 0.01
Si 6.809 1.357 13.611 -0.001 0.005 0.006
Si 9.509 4.08 13.58 -0.001 0.007 -0.003
Si 6.816 6.807 13.597 0 -0.002 0.003
Si 9.523 -6.791 13.612 0.003 0 0.008
Si 6.826 -4.064 13.607 0.001 -0.006 0.004
Si 9.521 -1.357 13.636 -0.006 0.001 0.01
Si -4.096 1.352 13.611 -0.007 0.007 0.006
Si -1.384 4.067 13.589 0.008 0.006 -0.007
Si -4.09 6.803 13.589 0.011 -0.011 0.005
Si -1.37 9.534 13.587 -0.01 0 0.009
Si -4.094 -4.085 13.612 0.003 0.005 0.005
Si -1.369 -1.377 13.586 0.013 -0.005 0
Si -0.002 -0.022 14.931 -0.002 0.001 0
Si 2.745 2.699 14.93 -0.007 -0.005 0
Si -0.022 5.427 14.928 0 -0.007 0
Si 2.736 8.176 14.938 0.009 0.001 0.001
Si -0.003 -5.422 14.937 -0.001 0.001 0
Si 2.723 -2.731 14.936 -0.008 -0.003 0.001
Si 5.464 -0.023 14.971 -0.002 -0.001 0.008
Si 8.175 2.727 14.963 0.007 0.007 0.007
Si 5.472 5.443 14.958 0.005 -0.004 0.003
Si 8.17 8.162 14.972 -0.003 -0.008 -0.004
Si 5.465 10.892 14.948 -0.003 0.007 -0.004
Si 8.165 -2.717 15.007 -0.005 -0.007 0.002
Si -5.444 0.009 15.005 0.001 0.007 0
Si -2.744 2.715 14.968 0.001 0.006 0.009
Si -5.463 5.442 14.936 -0.002 -0.008 0.002
Si -2.748 8.186 14.939 0 -0.002 0.001
Si -5.456 -5.431 14.994 0 -0.005 0.007
Si -2.733 -2.72 14.96 0.005 0.001 0.002
O -1.819 1.411 22.935 -0.61 0.088 0.014
O -0.04 -2.881 22.167 -0.252 0.097 0.364
O -6.187 -6.301 -5.88 0.036 -0.732 -0.009
O -1.618 -3.666 -1.297 -0.453 0.331 -0.082
O -2.616 -2.603 -3.447 0.283 0.103 -0.457
O 3.143 3.55 -3.21 -0.289 0.629 0.064
O 0.005 -5.491 -0.41 -0.121 -0.064 -0.187
O 1.607 -7.38 -1.214 -0.116 -0.248 -0.216
O 3.27 6.869 -1.218 -0.347 -0.19 -0.212
O -2.917 -3.849 24.435 0.23 0.201 -0.032
O 1.671 7.374 -3.305 -0.425 -0.577 0.222
O 6.665 -1.644 23.211 -0.455 -0.082 0.01
O -2.598 5.457 22.097 -0.129 0.234 0.167
O -6.928 6.581 23.396 -0.475 -0.153 -0.048
O 5.498 0.177 -0.355 0.075 0.008 -0.498
O -6.784 -3.8 -1.148 -0.364 0.413 -0.072
O -5.467 0.603 -5.714 0.182 0.019 0.424
O -3.735 -6.119 23.16 -0.257 -0.058 0.428
O -3.454 -7.166 -1.179 0.053 0.443 -0.404
O 6.923 -3.632 -1.272 0.275 -0.025 0.495
O 4.506 -4.554 -1.358 -0.259 -0.076 -0.53
O 2.661 -7.283 25.985 -0.402 -0.339 -0.219
O 3.123 -0.34 -6.389 0.091 -0.377 0.357
O 1.744 3.724 -1.105 -0.096 0.304 -0.36
O 8.126 5.943 -5.523 0.471 -0.408 -0.093
O 5.326 2.839 22.116 0.021 0.047 0.204
O -1.378 -5.071 22.823 0.239 -0.443 0.055
O -0.658 2.376 25.203 0.43 0.367 -0.161
O -3.975 3.526 23.112 0.428 -0.357 0.023
O 3.758 1.974 -1.199 0.383 0.155 -0.31
O 3.832 6.23 22.973 0.415 0.106 0.466
O -2.021 -6.187 25.164 -0.17 0.249 0.073
O -6.259 6.235 -1.198 -0.051 -0.323 -0.014
O 2.728 -2.709 -0.591 -0.183 0.017 -0.128
O -6.047 4.294 24.425 -0.247 -0.496 -0.289
O -8.106 8.151 -0.588 0.161 0.133 -0.21
O 4.492 -0.291 24.487 0.431 0.051 -0.349
O -7.699 -2.695 -3.105 0.134 0.373 -0.318
O -7.741 -2.332 24.855 0.251 0.288 0.458
O -0.78 0.946 -1.239 -0.035 -0.174 -0.158
O 1.522 1.509 -2.464 -0.03 -0.076 -0.224
O -2.587 0.63 25.269 -0.088 -0.457 -0.32
O -7.531 -4.176 -5.669 0.01 -0.239 -0.428
O 6.654 -6.533 23.388 0.435 0.249 0.151
O 2.657 -5.58 22.106 -0.017 0.053 -0.002
O -4.107 4.148 -1.559 0 0.254 -0.407
O -7.091 2.046 25.97 0.549 0.011 0.105
O -5.314 -8.058 22.295 -0.032 -0.149 0.183
O 5.589 4.369 25.305 0.159 0.378 0.432
O 7.622 -1.167 -1.07 0.359 0.343 -0.138
O 1.576 6.675 24.235 0.368 0.128 0.25
O 0.587 -5.305 -5.195 0.296 -0.209 0.195
O 1.013 -0.916 -1.501 -0.135 -0.263 -0.296
O 7.743 -6.546 -5.065 -0.056 0.07 0.105
O -6.902 7.08 -3.535 0.106 0.396 -0.199
O -8.136 -0.015 21.942 0.029 -0.064 0.108
O 3.001 2.16 -7.187 -0.156 -0.23 -0.449
O -3.932 -1.768 -1.383 0.394 -0.019 -0.168
O -2.971 -2.05 -6.371 -0.258 0.364 0.527
O -0.023 5.482 -0.388 0.32 0.005 -0.172
O -6.73 1.649 23.323 0.296 0.275 0.116
O -7.28 1.601 -1.234 -0.406 0.072 0.101
O 2.824 -7.539 -5.16 0.135 0.046 -0.433
O 7.183 -6.422 25.952 0.01 -0.409 0.349
O 3.745 -7.395 -2.712 0.614 -0.028 0.334
O -7.168 -4.287 23.124 -0.357 -0.302 0.077
O 3.327 -5.172 -4.012 -0.258 0.222 0.58
O 5.692 3.329 -3.829 0.062 -0.21 -0.151
O 1.702 -1.402 23.322 0.278 -0.233 0.163
O 5.355 8.062 22.034 0.015 -0.108 0.301
O -2.607 2.565 -0.349 -0.17 0.067 -0.551
O 3.552 -4.95 -6.525 -0.379 -0.079 -0.016
O 4.484 -2.977 -4.991 -0.175 0.511 -0.343
O 6.132 -1.913 -3.115 -0.351 0.584 0.099
O -0.549 -3.074 -6.029 -0.148 -0.299 -0.491
O -0.354 8.097 25.157 -0.329 -0.633 0.179
O -4.302 7.177 -2.667 -0.011 -0.136 -0.495
O 2.075 0.466 25.116 -0.184 0.198 0.802
O 1.719 4.757 22.526 0.128 -0.125 0.221
O -0.824 -0.451 -6.218 -0.107 -0.095 -0.504
O 6.127 -4.444 -3.558 -0.156 -0.557 -0.206
O -5.448 4.981 -3.503 -0.161 -0.005 -0.635
O -3.954 -6.095 -4.803 -0.44 0.006 0.269
O 5.1 -5.146 25.07 0.083 0.083 0.191
O 6.333 -1.496 25.855 0.232 -0.265 0.605
O -7.121 -4.784 25.676 0.45 -0.353 0.108
O 6.558 -6.239 -1.501 0.153 -0.291 -0.377
O 4.041 -3.727 23.179 0.084 0.766 0.202
O -4.441 2.442 25.496 -0.46 -0.36 0.316
O 0.977 -7.323 23.037 -0.162 0.19 0.22
O 5.102 -7.789 25.205 0.003 -0.376 -0.228
O -5.277 -5.546 -0.232 0.048 -0.09 -0.301
O -0.663 6.984 22.847 -0.188 -0.198 0.187
O -2.05 4.327 -6.146 0.188 0.502 0.311
O 0.101 2.792 21.94 0.076 -0.083 0.444
O 1.974 -3.177 -5.175 0.11 0.635 -0.139
O -5.511 -2.696 21.952 -0.068 0.145 0.377
O 3.991 4.063 -5.71 0.062 0.378 0.326
O -8.142 2.671 -3.431 0.029 -0.008 -0.678
O -3.722 -1.537 23.38 0.182 0.506 0.277
O -3.726 4.952 25.407 0.587 -0.134 0.193
O -4.766 -4.067 -6.286 -0.195 0.238 0.317
O -5.092 -3.42 -3.12 0.196 -0.365 -0.32
O -6.922 -5.262 -3.43 -0.272 -0.441 0.146
O 7.408 2.778 24.344 -0.33 -0.108 -0.471
O 6.543 7.826 -6.429 -0.617 0.366 -0.336
O -0.289 0.1 -3.672 -0.21 -0.424 -0.02
O 6.877 7.606 -3.873 -0.266 0.061 0.466
O 4.047 -2.703 25.562 -0.211 0 0.251
O -5.344 -3.176 24.718 -0.033 -0.024 0.052
O 6.751 3.47 -1.36 0.211 -0.588 -0.034
O 5.277 5.387 -0.413 -0.124 0.009 -0.191
O -2.298 -7.718 -3.499 0.181 -0.282 -0.308
O 0.918 -1.82 25.906 -0.125 -0.1 -0.181
O 3.303 1.405 22.95 -0.466 0.207 -0.182
O 6.938 -2.502 -5.507 -0.213 0.238 -0.278
O 1.122 1.236 -5.558 -0.006 0.293 -0.206
O 5.237 -6.833 -4.807 0.101 0.44 -0.436
O 6.843 4.831 22.956 0.074 0.513 -0.045
O 8.063 5.298 25.243 -0.236 -0.082 0.525
O -4.68 -0.959 -3.817 0.057 0.197 -0.138
O 7.518 5.193 -3.094 0.038 0.246 0.455
O -1.663 -6.409 -5.79 -0.163 0.184 -0.285
O 4.077 2.166 25.401 0.177 -0.224 0.527
O -5.791 6.486 25.828 -0.247 0.53 0.03
O -5.516 -0.057 -0.291 -0.259 0.206 -0.11
O 3.731 1.628 -4.765 0.094 -0.369 0.552
O -0.076 -3.361 -3.475 0.521 0.247 0.571
O -3.883 2.49 -6.497 -0.195 0.189 -0.408
O 0.378 -5.952 26.223 -0.123 0.575 0.035
O 3.001 4.427 24.691 -0.413 -0.24 0.037
O -1.91 7.058 -1.386 -0.214 -0.002 -0.529
O 1.874 6.371 -5.754 0.451 -0.203 0.13
O -6.976 0.323 -3.57 -0.235 -0.221 0.244
O -0.328 -0.162 24.318 -0.122 -0.427 -0.222
O -1.506 1.888 -5.272 0.013 0.056 0.022
O 0.324 -7.922 -5.467 -0.358 -0.202 -0.145
O -6.789 -1.615 -5.341 -0.02 -0.066 0.255
O 7.879 0.213 24.71 -0.243 0.038 -0.228
O -5.51 2.399 -3.011 0.355 -0.214 0.161
O -3.527 -1.864 26.037 0.356 -0.054 0.108
O -3.336 3.39 -4.054 0.279 -0.099 0.205
O -1.931 -5.168 -3.429 -0.234 -0.229 -0.015
O 2.508 -4.756 25.201 -0.349 0.167 -0.217

Results
total energy: -101655.466 eV
total energy less fixed offsets of O -438.25, Si -107.07 eV per atom: -2.266 eV
